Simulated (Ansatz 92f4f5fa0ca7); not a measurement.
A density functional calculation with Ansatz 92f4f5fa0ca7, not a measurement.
Periodic cell of 408 atoms, Si264O144, from a study of silicon, its oxide and their interface. The atomic structure is a simulated model.
Doubt: the cutoff is far below the 930 eV that the study's wrapper takes by default for these files, so forces and energies are approximate.
This geometry differs little from another in the collection (a relaxation step or a small displacement).

Settings: functional PBE; potential files Ansatz PAW; basis plane waves; wave-function cutoff 580 eV; density cutoff ratio 5; exchange-correlation grid ratio 1; k mesh 1 x 1 x 1, Gamma-centred; self-consistency stop 5e-08 eV per atom in the density residual; occupations fixed; spin none; net charge 0.

Cell vectors (angstrom)
a 15.4687 0 0
b 0 12.8259 0
c 0 0 36.3979

Atoms and the computed forces on them: element, x, y, z (angstrom), force x, y, z (eV/angstrom)
Si 0.028 1.157 33.748 -0.011 0.01 -0.001
Si 3.848 1.191 33.726 0.003 0.01 -0.009
Si 7.729 1.138 33.786 0.013 0.02 -0.006
Si 11.607 1.181 33.698 -0.008 -0.013 0.012
Si 1.961 7.575 33.741 0.002 0.009 -0.007
Si 5.808 7.588 33.789 -0.002 0.015 -0.013
Si 9.627 7.569 33.642 0.005 0.005 0.017
Si 13.522 7.572 33.658 0.01 0 0.008
Si 1.934 5.247 34.131 0.192 0.076 -0.16
Si 5.801 5.247 34.131 0.143 0.146 -0.352
Si 9.668 5.247 34.131 0.238 -0.109 -0.027
Si 13.535 5.247 34.131 -0.324 -0.197 -0.143
Si 0 11.66 34.131 0.25 0.134 0.395
Si 3.867 11.66 34.131 -0.226 0.064 -0.366
Si 7.734 11.66 34.131 -0.022 -0.043 0.249
Si 11.602 11.66 34.131 -0.105 0.175 0.106
Si 0 4.664 35.368 0.026 -0.044 -0.116
Si 3.867 4.664 35.368 -0.044 -0.076 -0.074
Si 7.734 4.664 35.368 -0.026 -0.041 -0.091
Si 11.602 4.664 35.368 0.023 0.186 0.101
Si 1.934 11.077 35.368 -0.08 -0.035 0.016
Si 5.801 11.077 35.368 0.082 -0.086 -0.073
Si 9.668 11.077 35.368 0.011 -0.02 0.012
Si 13.535 11.077 35.368 -0.029 -0.002 -0.028
Si 0 2.332 35.78 -0.002 0.041 0.17
Si 3.867 2.332 35.78 -0.042 0.022 0.149
Si 7.734 2.332 35.78 0.064 0.078 0.346
Si 11.602 2.332 35.78 0.046 -0.024 -0.079
Si 1.934 8.745 35.78 0.102 0.066 0.128
Si 5.801 8.745 35.78 -0.037 0.172 0.516
Si 9.668 8.745 35.78 -0.041 -0.078 -0.378
Si 13.535 8.745 35.78 -0.094 -0.089 -0.288
Si 1.934 1.749 0.619 -0.003 0.077 0.035
Si 5.801 1.749 0.619 0.04 0.052 0.005
Si 9.668 1.749 0.619 -0.025 0.015 0.028
Si 13.535 1.749 0.619 -0.079 0.011 0.008
Si 0 8.162 0.619 0.047 -0.091 -0.056
Si 3.867 8.162 0.619 -0.008 0.087 0.015
Si 7.734 8.162 0.619 -0.034 -0.057 0.012
Si 11.602 8.162 0.619 0.017 -0.142 -0.049
Si 0 5.83 1.031 -0.023 0.001 0.003
Si 3.867 5.83 1.031 0.031 -0.067 -0.071
Si 7.734 5.83 1.031 0.003 -0.038 -0.017
Si 11.602 5.83 1.031 0.002 -0.129 -0.036
Si 1.934 12.243 1.031 0.076 0.024 0.024
Si 5.801 12.243 1.031 -0.045 0.098 0.059
Si 9.668 12.243 1.031 -0.022 0.037 0.049
Si 13.535 12.243 1.031 0.027 0.093 0.096
Si 1.934 5.247 2.268 0.16 -0.075 -0.344
Si 5.801 5.247 2.268 -0.059 -0.087 -0.47
Si 9.668 5.247 2.268 0.007 -0.385 -0.651
Si 13.535 5.247 2.268 0.013 -0.359 -0.605
Si 0 11.66 2.268 -0.083 0.086 0.406
Si 3.867 11.66 2.268 -0.093 -0.069 -0.111
Si 7.734 11.66 2.268 0.079 0.034 0.337
Si 11.602 11.66 2.268 -0.115 0.083 0.626
Si 1.934 2.915 2.68 0.005 -0.011 0.003
Si 5.801 2.915 2.68 -0.015 0 0
Si 9.668 2.915 2.68 0.048 -0.125 -0.03
Si 13.535 2.915 2.68 0.061 -0.118 -0.022
Si 0 9.328 2.68 -0.048 0.183 0.274
Si 3.867 9.328 2.68 -0.006 -0.129 -0.303
Si 7.734 9.328 2.68 0.03 0.2 0.312
Si 11.602 9.328 2.68 -0.029 0.178 0.364
Si 7.517 0.193 17.18 -0.027 -0.004 -0.022
Si 1.594 4.249 27.814 -0.012 -0.007 0.061
Si 8.331 -1.503 21.951 0.002 0.003 0.004
Si 17.491 -2.719 24.946 -0.005 -0.006 0.022
Si 7.825 5.032 30.887 0.013 0.106 0.051
Si 4.055 10.577 22.826 -0.008 -0.009 0.006
Si 13.669 8.799 29.538 -0.015 0.028 -0.014
Si 15.819 12.219 21.517 -0.035 0.008 0.02
Si -3.619 4.882 19.431 0.002 0.005 0.002
Si 4.237 8.117 24.509 0.003 -0.015 0.003
Si 5.699 3.112 26.247 0.003 0.014 0.007
Si 18.431 -1.79 19.981 0.007 0.005 -0.014
Si -0.269 11.49 23.878 -0.001 0.034 -0.003
Si 11.641 14.408 29.542 0.001 -0.027 -0.025
Si 4.395 6.848 30.633 0.033 -0.002 0.014
Si 12.563 10.294 22.936 0.023 0.008 -0.001
Si 1.893 0.688 30.498 0.002 -0.033 -0.008
Si -0.029 1.27 29.174 -0.017 0.028 0.046
Si 4.73 -1.269 28.264 -0.022 -0.016 0.004
Si 15.065 3.652 28.882 0.031 -0.013 -0.007
Si -4.674 8.084 22.747 -0.014 -0.004 0.009
Si 0.651 7.134 20.86 -0.013 -0.004 -0.017
Si 8.36 10.776 25.106 -0.013 0 0.008
Si 14.691 12.567 26.674 -0.009 -0.003 0.02
Si 3.574 3.11 28.576 -0.014 -0.005 0.014
Si 8.319 3.919 27.515 0.009 0.014 -0.021
Si 9.702 -1.883 30.783 -0.011 0 0.011
Si 11.355 5.556 29.099 -0.014 -0.011 0.024
Si 0.839 4.818 24.933 0.028 -0.001 -0.017
Si 3.96 4.48 30.677 0.018 0.039 0.006
Si 13.736 9.6 27.33 0.016 -0.012 -0.056
Si 15.446 7.263 30.353 0.015 0.001 -0.001
Si -2.23 4.794 27.735 0.028 0.024 0.01
Si 5.911 0.863 30.562 -0.038 -0.025 0.006
Si 9.216 3.98 24.653 -0.02 0.001 0.005
Si 13.561 0.452 30.391 -0.011 0.015 -0.021
Si -4.691 10.478 27.169 0.002 0.028 -0.016
Si 1.906 7.283 28.905 -0.009 0.028 0.008
Si 9.754 13.324 30.468 0.002 0.008 -0.002
Si 11.573 7.783 29.991 0.016 -0.011 -0.01
Si -0.108 4.86 30.86 -0.015 -0.025 0.007
Si -2.155 5.779 16.976 0.018 -0.016 0.002
Si 6.84 7.202 30.509 -0.023 -0.051 0.028
Si 11.585 3.856 30.688 -0.014 0.031 0.011
Si 1.816 11.187 30.807 -0.002 0.025 0.027
Si 5.868 11.346 30.922 0.005 0.018 0.04
Si 7.898 13.969 29.205 0.038 -0.007 0.022
Si 13.529 10.867 30.852 0.017 -0.009 0.017
Si 1.937 4.201 31.991 0.007 -0.004 -0.008
Si 5.88 4.097 32.011 -0.028 -0.022 -0.026
Si 9.651 4.043 32.091 0.007 0.017 0.01
Si 13.529 4.005 32.079 -0.013 0.011 -0.006
Si -0.005 10.495 32.127 -0.003 -0.007 -0.004
Si 3.865 10.536 31.984 -0.005 -0.017 0.012
Si 7.761 10.551 32.065 -0.007 -0.018 0.002
Si 11.589 10.462 32.117 -0.001 0.003 0.015
Si 1.917 1.871 32.517 0.002 -0.019 -0.012
Si 5.829 1.856 32.63 0.012 0.005 -0.013
Si 9.599 1.701 32.516 0 -0.017 -0.003
Si 13.605 1.653 32.469 0.006 0.006 0.014
Si 0.055 8.183 32.519 0.004 0.012 0.002
Si 3.914 8.166 32.54 0.001 -0.001 -0.017
Si 7.639 8.248 32.474 -0.011 -0.035 -0.039
Si 11.564 8.129 32.388 -0.004 -0.002 0.007
Si 0 2.332 3.917 -0.014 -0.201 -0.356
Si 3.867 2.332 3.917 0.088 0.137 -0.635
Si 7.734 2.332 3.917 -0.039 -0.082 0.224
Si 11.602 2.332 3.917 -0.2 -0.14 0.287
Si 1.934 8.745 3.917 0.468 0.406 0.146
Si 5.801 8.745 3.917 -0.516 0.504 0.187
Si 9.668 8.745 3.917 -0.079 -0.34 0.18
Si 13.535 8.745 3.917 0.142 -0.41 0.035
Si 1.989 6.442 4.273 0.001 0.004 -0.008
Si 5.787 6.44 4.256 0 0.004 -0.008
Si 9.674 6.42 4.22 0.006 -0.003 -0.003
Si 13.556 6.398 4.238 -0.008 -0.003 -0.003
Si -0.008 12.815 4.408 0.001 -0.015 -0.011
Si 3.829 12.871 4.285 0 0.014 -0.002
Si 7.694 12.801 4.396 0.007 -0.006 -0.001
Si 11.551 12.822 4.444 0.006 0.003 -0.012
Si 0.069 5.892 5.437 0.003 0.004 0.007
Si 3.902 5.824 5.476 -0.008 0.02 0.069
Si 7.714 5.905 5.416 -0.001 0.012 0.012
Si 11.6 5.818 5.445 0.011 0.026 0.01
Si 1.99 12.247 5.609 0.001 -0.004 -0.007
Si 5.682 12.288 5.571 0.001 -0.016 0.021
Si 9.578 12.511 5.839 -0.009 0.001 -0.023
Si 13.516 12.493 5.779 0.005 0 -0.01
Si -0.016 3.583 5.874 -0.02 0.003 -0.024
Si 3.842 3.519 5.887 0.011 -0.012 -0.005
Si 7.697 3.636 5.93 -0.005 -0.023 -0.01
Si 11.504 3.555 5.981 0.008 -0.001 0.001
Si 2.612 9.963 5.901 -0.011 -0.005 0.002
Si 5.103 9.962 5.922 0.013 0.011 0.007
Si 9.692 8.627 6.312 -0.019 0.006 -0.006
Si 13.57 8.692 6.28 0.037 0.012 0.007
Si 1.883 2.933 7.058 0.026 0.062 -0.005
Si 5.766 3.172 7.188 0.007 0.003 0.013
Si 5.77 0.114 10.838 0.004 -0.024 0.013
Si 13.52 3.224 7.115 0.006 0.006 0.011
Si -3.827 10.943 8.587 0.004 0.008 0.015
Si 3.207 15.497 9.981 0.007 0.095 0.084
Si 5.711 4.891 8.899 -0.04 -0.018 0.039
Si 15.458 4.675 13.65 -0.012 0.027 0.05
Si 0.146 5.135 16.519 0.001 0.015 -0.005
Si 2.57 4.504 8.626 -0.023 -0.009 -0.006
Si 7.847 7.393 7.234 0.023 -0.006 -0.009
Si 11.626 7.492 9.381 0.005 0.04 0.006
Si -0.031 13.092 8.895 0.017 -0.013 -0.014
Si 5.705 13.668 7.516 0.017 0.011 0
Si 2.689 10.447 14.567 0.007 0.001 0.004
Si 11.45 13.255 8.892 0.024 0.013 -0.007
Si 6.244 9.088 7.841 -0.01 0.016 0.011
Si 6.073 12.694 15.38 0.024 0.015 0.009
Si 7.39 0.089 8.946 -0.016 0.002 0.009
Si 13.079 6.258 12.176 -0.016 -0.021 -0.017
Si -5.914 16.081 7.338 0.002 -0.01 -0.003
Si 1.785 18.992 10.129 -0.079 0.006 -0.008
Si 13.596 10.713 7.324 -0.023 -0.011 -0.012
Si 11.66 7.579 7.022 -0.007 -0.034 0.022
Si 1.553 9.162 7.882 0.012 0.006 -0.008
Si -1.586 4.335 9.111 -0.073 0 -0.032
Si 13.474 1.004 7.734 -0.025 -0.014 0.005
Si 17.439 0.61 7.692 -0.018 -0.026 0.03
Si 6.892 5.108 21.507 -0.004 0.008 0.003
Si 4.553 4.264 10.96 0.106 -0.012 -0.099
Si 8.958 5.652 -7.565 -0.005 -0.073 -0.039
Si 3.994 13.495 9.099 0.019 0.007 0.011
Si 2.59 5.212 12.128 0.024 -0.019 -0.045
Si 3.124 7.868 9.174 -0.014 0.034 -0.008
Si 5.918 4.076 12.833 0.007 0.04 -0.016
Si 9.714 -2.158 7.305 0 -0.002 0.012
Si 5.128 10.142 13.811 -0.012 0.024 0.04
Si 7.847 6.034 9.183 0.017 -0.002 -0.026
Si 9.415 13.813 7.866 0.021 0.014 -0.02
Si 15.437 7.513 7.144 -0.026 0.007 -0.036
Si -4.165 0.387 11.209 -0.014 0.012 0.062
Si -2.264 -4.131 17.906 0.018 -0.001 0.049
Si 13.791 7.572 10.395 -0.014 -0.074 0.02
Si 10.048 -2.408 11.927 0.008 -0.025 -0.036
Si -4.923 9.499 14.917 -0.031 -0.025 0.001
Si -0.029 10.38 12.967 0.021 0.035 0.002
Si 7.838 10.614 8.709 0.007 0.009 -0.018
Si 7.994 9.742 10.936 0.016 0.009 -0.01
O 6.214 26.956 23.376 -0.005 -0.017 -0.015
O 10.402 -4.149 21.275 -0.002 0.005 -0.008
O 36.032 13.93 21.043 0.006 -0.001 0.014
O 0.388 6.351 25.345 -0.019 -0.008 0.005
O -2.339 31.088 20.277 -0.011 -0.001 -0.009
O 22.793 -11.063 17.644 -0.01 0.022 0.005
O 21.292 21.583 14.394 0.015 -0.027 0.001
O 34.361 20.38 29.479 -0.003 0.009 0
O 34.041 14.491 15.153 -0.024 -0.006 0.008
O 45.222 18.506 22.587 -0.043 0.012 0.026
O 1.759 27.947 10.764 -0.032 -0.03 -0.018
O -3.896 13.925 21.075 -0.004 -0.001 -0.012
O 13.84 6.177 27.051 0 -0.013 -0.014
O 15.921 18.39 14.955 -0.016 -0.001 0.022
O 14.77 36.86 20.748 -0.014 -0.027 -0.003
O 30.878 13.809 21.299 0.007 0.001 -0.01
O 17.033 -2.77 13.374 0.004 0.006 -0.001
O 9.625 12.169 21.453 -0.006 -0.007 -0.002
O 14.383 -7.29 12.816 -0.027 0.056 -0.035
O 25.743 12.054 11.795 -0.001 0.008 0.007
O 10.872 13.367 23.545 0.003 -0.014 -0.021
O -8.007 6.024 22.737 0.001 0.004 0
O 8.03 17.802 20.323 0.003 0.003 -0.002
O 25.14 3.754 13.282 0.014 -0.011 -0.005
O 35.117 11.863 19.201 -0.008 -0.008 0.017
O -0.811 34.246 26.411 -0.017 -0.003 0.027
O 3.373 17.128 15.241 -0.014 -0.005 0.001
O 1.714 -5.798 22.105 0.002 0.008 0.006
O 4.4 16.22 27.163 0.036 0.005 -0.027
O -13.56 5.842 28.142 0.005 -0.012 -0.014
O 40.063 25.64 17.239 0.04 0.007 -0.01
O 6.215 1.56 26.324 0.015 -0.014 0.015
O 3.859 19.536 23.758 0 0.012 0.001
O 10.786 14.587 11.964 0.016 -0.027 -0.034
O -11.691 10.262 28.002 0.004 0.015 -0.007
O -2.504 29.344 26.529 0 0.014 -0.016
O 5.495 5.695 20.895 0.014 -0.001 0.009
O 24.109 -7.948 15.484 -0.001 0.009 0.013
O 17.106 -21.535 26.171 -0.009 -0.002 -0.043
O 16.03 -2.727 24.22 -0.002 -0.013 0
Si 14.578 5.28 21.025 0.025 0.017 0.025
Si 12.999 0.449 15.485 -0.001 0.015 -0.027
Si 44.315 16.477 24.938 -0.012 0 -0.018
Si 19.518 18.993 7.79 -0.003 -0.027 -0.063
Si 8.526 6.228 23.981 0.002 -0.038 0.006
Si 11.008 12.769 22.037 0.023 0.004 0.019
Si 18.237 -6.867 22.772 -0.004 -0.005 0.003
Si 15.055 15.015 20.228 0.004 0.006 0
Si 7.331 6.096 12.885 0.01 -0.026 0.028
Si 23.194 18.374 16.667 -0.011 -0.01 0.01
Si 11.737 5.181 9.965 -0.012 -0.015 -0.096
Si 27.435 1.885 19.726 0.014 0.007 0.013
Si 9.325 5.196 13.999 -0.03 0.006 -0.025
Si 13.601 10.3 15.412 -0.013 -0.024 0.027
Si 15.334 10.691 8.939 0.001 -0.003 0.021
Si 1.967 26.24 15.63 0.03 -0.002 -0.014
Si 3.931 5.148 20.862 -0.003 -0.018 -0.003
Si 14.331 9.639 20.715 -0.027 -0.026 -0.01
Si 11.27 -6.283 14.535 -0.002 0.016 0.049
Si 17.838 6.539 18.433 0.003 -0.013 -0.01
Si 9.844 9.26 29.022 -0.004 0.024 -0.016
Si 19.388 0.833 29.284 -0.008 0.007 -0.003
Si 21.666 2.936 17.642 0.018 0.002 0.005
Si 9.543 4.378 9.46 0.014 0.018 -0.005
Si 11.859 9.618 10.544 -0.064 0.026 -0.007
Si 15.147 6.296 9.12 0.112 -0.011 0.073
Si 23.412 -5.037 28.433 -0.003 0.03 -0.014
Si -0.457 2.431 15.534 0.011 0.027 -0.025
Si 21.31 13.09 22.195 0.002 0.013 0.004
Si 22.224 12.881 26.624 -0.017 -0.002 -0.026
Si 29.528 0.357 12.585 -0.013 -0.01 -0.024
Si 3.592 2.926 16.062 0.041 -0.011 -0.006
Si 9.095 -3.869 20.332 0.006 -0.006 -0.005
Si 19.875 15.076 20.148 0.002 0.019 -0.012
Si 6.109 7.158 14.606 0.029 0.005 0.002
Si 26.208 0.075 17.411 -0.024 0.001 0.014
Si -6.058 15.462 12.118 0.012 -0.002 0.034
Si 8.929 18.89 19.473 0.009 -0.008 -0.011
Si 18.682 9.333 17.482 0.007 0 0
Si 5.803 10.565 11.496 -0.018 0.015 -0.005
Si 20.568 -1.255 17.866 0.009 0.022 -0.027
Si 20.685 8.722 9.996 0.012 -0.017 -0.006
Si 11.269 1.799 24.493 -0.012 0.02 -0.008
Si 14.327 9.743 10.907 0.055 0.049 0.005
Si 6.485 2.884 23.567 0.023 0.024 0.017
Si 6.501 -11.132 12.757 -0.031 0.022 -0.019
Si 2.175 10.044 27.88 -0.002 -0.023 0.009
Si 13.01 6.178 23.466 0.037 -0.037 0.018
Si 7.167 7.481 10.901 0.001 -0.005 0.001
Si 22.44 8.034 26.094 0.005 0.003 -0.034
Si 17.535 1.798 18.304 -0.006 0.009 0.01
Si 10.472 -2.819 17.732 -0.013 -0.011 -0.01
Si 4.083 17.931 13.995 -0.004 -0.01 0
Si 15.629 1.954 10.545 -0.032 0.003 0.028
Si 11.728 0.697 27.298 -0.003 -0.015 -0.006
Si 14.486 -5.739 25.85 -0.001 0.018 0.011
O 22.616 -0.464 21.602 -0.001 -0.005 0.006
O 38.87 15.882 24.254 0.011 0.006 -0.006
O 21.983 3.632 22.12 0.003 0.005 0.003
O 28.65 26.399 13.898 -0.019 -0.001 0.034
O 9.798 23.412 25.853 0.005 0.002 0.024
O 15.7 13.391 27.671 0.004 -0.014 -0.04
O 8.535 10.833 23.492 0.002 0.007 -0.028
O 9.432 -3.148 18.915 0.016 0.008 -0.007
O 16.13 2.162 19.012 -0.002 -0.005 0.007
O 20.252 -16.424 23.415 -0.001 0.005 -0.002
O 5.153 15.496 16.424 -0.027 0 -0.005
O -1.811 -16.285 19.285 0.031 -0.001 0.028
O 13.562 7.12 17.885 -0.017 0.033 -0.001
O 17.247 24.788 20.673 0.006 -0.003 0.003
O 27.659 -5.746 13.279 0.025 -0.002 -0.014
O 12.197 9.743 26.736 -0.005 -0.008 0.001
O 9.757 -2.776 16.248 0.008 0.01 0.018
O 13.77 -0.954 15.823 0.002 -0.011 -0.008
O 5.844 10.902 29.301 0.013 0 -0.027
O -4.353 -0.802 27.641 -0.007 -0.005 -0.013
O 45.515 9.797 14.224 -0.003 0.011 0
O -3.872 -3.995 17.718 0.024 0.015 0.009
O 17.985 22.457 16.012 -0.003 0.01 -0.017
O -7.17 2.578 28.476 -0.01 0.033 -0.042
O 28.335 -0.057 11.541 -0.03 0.024 -0.017
O -0.492 3.871 24.679 0.001 0.008 0.01
O 19.055 48.719 21.285 0.004 0.006 0
O 8.069 -2.869 21.095 -0.003 0.004 0.003
O 24.156 6.075 17.864 0.005 0.005 0.012
O 23.216 6.81 25.305 -0.01 0.009 0.02
O 22.162 11.927 18.171 -0.016 -0.009 0.013
O 11.406 22.176 23.61 -0.001 -0.004 -0.001
O 13.261 0.524 26.738 -0.002 -0.007 0.004
O -4.066 -9.428 19.911 0.008 -0.005 -0.003
O 27.491 -1.303 22.041 -0.013 0.015 -0.013
O 6.833 6.786 16.055 0.014 0.002 0.013
O -3.105 17.605 17.879 0.003 0.005 0
O 20.051 19.364 14.617 -0.029 0.052 0.017
O 9.407 16.687 26.28 -0.016 0.004 0.011
O 6.05 -1.542 14.566 -0.008 -0.006 -0.032
O 20.864 3.456 24.665 -0.002 -0.007 0.009
O 14.712 3.321 14.193 -0.03 -0.04 0.037
O 27.498 17.92 11.616 0.011 0.009 0.076
O 4.805 12.52 16.512 -0.006 -0.002 0.03
O 30.768 -0.267 25.142 0.009 -0.006 -0.044
O -1.982 7.265 24.575 -0.025 -0.049 -0.026
O 8.426 20.334 20.045 0.001 0.017 0.003
O 15.142 11.997 12.871 0.033 -0.05 0.009
O 13.629 -1.855 23.958 0.004 -0.011 0.004
O 29.941 11.058 27.257 -0.003 0.002 0.008
O 15.09 3.701 20.903 -0.003 -0.006 -0.005
O 22.275 -8.419 17.367 0.009 0.005 -0.008
O 27.855 -6.788 15.64 -0.006 0.01 -0.033
O 27.966 4.855 24.258 0.041 0.038 -0.036
O 26.377 1.36 26.031 0.007 -0.003 0.018
O 4.969 -0.925 22.84 0.001 0.007 -0.005
O 16.864 5.703 17.414 -0.008 0.003 -0.007
O -7.785 12.891 27.968 -0.007 0.017 0.001
O 13.689 1.744 16.208 -0.016 -0.009 0.018
O -0.522 14.401 11.99 0.029 0.016 -0.018
O 15.541 -4.187 21.069 -0.04 0.028 -0.009
O 10.458 7.875 15.041 0.007 0.005 -0.011
O 29.057 14.731 19.571 -0.017 0.003 0.003
O 1.283 4.332 12.722 0.03 -0.091 -0.016
O 12.86 -23.433 24.341 0.004 0.017 0.01
O 21.515 13.858 14.212 0.009 -0.012 0.008
O 17.373 13.34 17.282 -0.004 0.006 -0.007
O 25.349 10.016 13.525 0.007 0.002 0.016
O 17.258 -2.087 26.444 0.007 0.005 -0.014
O 13.271 9.284 21.889 0.039 0.031 -0.064
O 17.898 35.668 18.786 0.003 0.007 0.011
O 11.436 26.004 15.95 0.01 0.007 0.005
O 49.301 -1.811 23.898 0.003 0.003 -0.006
O 8.156 1.663 12.561 -0.013 -0.016 0.006
O 34.185 20.526 17.668 -0.011 0.013 0.006
O 7.655 25.037 25.456 -0.003 -0.002 0.007
O 16.823 -5.516 19.414 -0.003 0.003 0.019
O 22.305 16.941 26.843 0.016 -0.013 0.002
O 11.841 -5.984 22.568 0.007 0.011 0.004
O 1.855 17.716 23.65 -0.011 -0.008 0.007
O 2.815 8.685 25.117 0 0.013 -0.019
O 9.031 3.333 10.679 -0.002 -0.014 0.012
O 9.533 7.447 23.549 0 0.012 -0.001
O 12.074 10.047 14.921 0.039 0.018 0.008
O 10.54 18.66 19.675 -0.005 0.002 0.003
O 33.643 15.853 17.427 -0.007 -0.005 0.01
O 20.203 10.004 17.464 -0.007 -0.01 0
O 3.145 27.15 19.467 -0.004 -0.005 0.003
O 16.004 14.024 15.13 0.002 0.002 0.01
O 5.456 15.719 19.082 -0.009 -0.001 -0.002
O 32.669 21.305 27.799 0.003 0.007 0.021
O 3.322 -7.243 19.374 -0.003 0.009 0.012
O 16.967 23.49 29.235 0.013 0 -0.025
O 26.68 11.444 17.995 0.001 0.01 -0.007
O 20.831 -4.942 25.688 -0.004 -0.003 0.001
O 11.235 1.228 18.433 0.009 -0.002 0.003
O 20.922 -0.909 26.842 0.007 0.007 0.004
O 30.232 16.095 10.054 0.011 -0.01 0.014
O -1.459 -3.417 16.697 -0.026 0.02 -0.02
O -13.18 24.833 14.916 -0.016 0.005 0.001
O 7.418 9.515 25.542 0.01 0 0.009
O 0.16 16.31 16.616 0.006 -0.006 0.004
O 25.919 3.13 24.007 -0.003 0.007 0.009
O 34.778 3.514 21.013 -0.003 -0.015 -0.005

Results
free energy: -249710.590 eV
free energy less fixed offsets of O -568.88, Si -635.61 eV per atom: 9.170 eV

The program warned: the cutoff lies below the one the program advises for these potential files; the exchange-correlation potential is rough where the density is thin.
